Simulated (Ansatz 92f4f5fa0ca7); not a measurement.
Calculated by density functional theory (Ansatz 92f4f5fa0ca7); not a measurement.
Periodic cell of 208 atoms, Si128O80, from a study of silicon, its oxide and their interface. The atomic structure is a simulated model.

Settings
functional: r2SCAN
potential files: Ansatz PAW
basis: plane waves
wave-function cutoff: 800 eV
density cutoff ratio: 5
exchange-correlation grid ratio: 1
k mesh: 1 x 1 x 1, shifted by 0.5 0.5 0 of a step
self-consistency stop: 1e-10 eV per atom in the density residual
occupations: fixed
spin: none
net charge: 0

Cell vectors (angstrom)
a  10.88  0  0
b  0  10.88  0
c  -2.9987  -3.1157  30.4451

Atoms and the computed forces on them: element, x, y, z (angstrom), force x, y, z (eV/angstrom)
Si  1.2273  -1.1143  0.1873  -0.0545  -0.0232  0.1439
Si  3.671  1.605  0.025  0.0242  0.0807  0.1879
Si  1.4895  3.8609  0.1116  0.0308  -0.0018  0.1608
Si  4.3868  -4.2633  0.0265  -0.024  -0.0433  0.1826
Si  -3.8501  -1.6387  0.1665  0.0443  0.0061  0.1933
Si  -1.0687  1.0097  0.0161  0.0101  -0.0062  0.2117
Si  6.625  4.4119  -0.051  -0.0564  -0.0309  0.1865
Si  -1.6392  -3.8337  0.0672  0.0226  0.033  0.1722
Si  2.7105  0.0654  1.5031  -0.0118  0.0024  0.0051
Si  5.4401  2.7289  1.1709  -0.0187  0.0037  -0.04
Si  2.7401  -5.4185  1.2934  -0.0103  -0.0068  -0.0018
Si  5.4612  -2.7604  1.4578  -0.0011  -0.0037  0.0136
Si  -2.6795  -0.0287  1.3791  -0.0062  -0.0207  -0.0303
Si  -0.0487  2.6648  1.3755  0.029  0.0178  0.004
Si  8.1303  5.4738  1.3964  -0.002  0.0084  0.0025
Si  0  -2.7298  1.358  0.0139  0.0021  0.0101
Si  1.3122  1.3853  2.8245  0.0053  -0.0107  0.0574
Si  4.1031  4.0687  2.6546  -0.0109  0.0074  0.0302
Si  1.3754  -4.0927  2.681  0.0068  -0.0044  0.0298
Si  4.0957  -1.353  2.7447  0.0004  -0.0004  0.0203
Si  6.7816  1.3848  2.616  0.0115  -0.0232  0.0243
Si  9.4938  4.0682  2.6935  0.02  0.0055  0.0151
Si  6.8014  6.7835  2.8255  0.0018  0.0038  0.0641
Si  -1.3391  -1.3774  2.7699  -0.0055  0.0146  0.0641
Si  -0.0155  -0.0107  4.1447  0.0176  0.0187  -0.0052
Si  2.7348  2.7552  4.0827  -0.024  -0.0243  -0.0195
Si  0.0106  -5.4576  4.0452  -0.0165  0.0045  -0.013
Si  2.7126  -2.7261  4.0682  0  0.0126  -0.0201
Si  5.4698  0.0223  4.0533  -0.0164  -0.0071  -0.0151
Si  8.1258  2.7149  4.0415  0.0109  0.0062  -0.0161
Si  5.4163  5.4034  4.1002  0.0198  0.0274  -0.0113
Si  8.1727  -2.7178  4.1319  -0.0114  -0.0298  -0.0038
Si  1.3307  -1.3805  10.9188  -0.0018  0.0149  0.0097
Si  4.08  1.3644  10.8911  -0.0041  -0.0073  0.0153
Si  1.379  4.0733  10.7905  -0.0158  -0.0078  0.0042
Si  4.0652  -4.0917  10.8449  0.001  0.0213  0.0053
Si  6.8315  -1.3424  10.8661  -0.0242  -0.0069  0.0242
Si  -1.3854  1.3453  10.8745  0.0142  0.0264  0.0175
Si  6.8033  4.0818  10.914  0  0.015  0.008
Si  -1.3629  -4.0468  10.9041  0.0064  -0.0253  0.0184
Si  2.7046  -0.0015  12.2319  0.0006  -0.0044  -0.0197
Si  5.4435  2.7102  12.2772  0.0011  0.0092  -0.0268
Si  2.7157  5.3907  12.1805  0.002  0.0117  -0.0566
Si  5.4315  -2.7041  12.1536  0.0126  -0.0089  -0.0712
Si  -2.707  -0.0128  12.2947  0.0037  0.0009  -0.0268
Si  0.0041  2.7556  12.1302  -0.002  -0.0226  -0.0581
Si  8.1716  5.4667  12.2587  -0.0193  -0.0046  -0.0233
Si  -0.0344  -2.7127  12.3355  0.0227  -0.0011  -0.0241
Si  1.3405  1.4146  13.4984  0.0029  -0.0004  -0.0057
Si  4.0892  4.0912  13.605  0.0042  -0.0029  -0.0024
Si  1.3264  -4.1933  13.5657  0.0468  0.0233  0.0108
Si  4.0693  -1.3816  13.5454  0.0039  -0.0062  -0.0003
Si  -4.1105  1.3414  13.6599  0.0083  0.0097  -0.0096
Si  -1.3095  4.0921  13.5516  -0.0295  -0.0247  -0.0025
Si  6.7798  -4.0267  13.5439  -0.0123  0.0064  0.0089
Si  -1.3421  -1.3256  13.7659  -0.007  0.0133  0.0376
Si  -0.1768  0.4057  14.948  -0.067  -0.0197  -0.1937
Si  2.4899  2.9178  14.8547  0.0157  0.0422  -0.1553
Si  0.253  -5.766  14.9976  0.0348  -0.0074  -0.1956
Si  2.9509  -3.0456  14.7442  0.0168  -0.0348  -0.195
Si  5.571  -0.2548  14.9457  0.0455  0.0037  -0.1967
Si  -2.4652  2.5452  14.8355  -0.0007  -0.0474  -0.1499
Si  5.2326  5.7176  14.8688  -0.0456  -0.0284  -0.1827
Si  -3.0668  -2.4609  14.9419  0.0326  0.042  -0.1894
Si  1.1407  5.1871  -4.6884  -0.0141  0.024  0.1036
Si  6.0151  -3.1126  -4.7419  -0.0122  0.0117  0.1162
Si  -2.0143  1.0049  -2.9754  -0.0557  0.0564  0.2051
Si  -0.7972  4.1386  20.3746  0.0088  0.0361  -0.0959
Si  6.0756  1.2242  -8.2873  0.0086  0.0074  -0.0689
Si  0.9461  0.3198  -7.8863  -0.0004  -0.0106  -0.0119
Si  3.3781  2.1522  19.8808  0.0065  -0.019  -0.1316
Si  2.1548  -2.7543  17.6158  -0.0477  0.0232  -0.1722
Si  7.2347  5.0418  -5.1929  -0.0181  -0.0518  0.1163
Si  3.0205  -3.2188  -4.8869  -0.0181  -0.0147  0.1317
Si  6.4931  -0.9606  -2.7209  -0.0199  0.0398  0.2007
Si  -0.0132  -4.8491  17.9776  -0.0105  -0.0076  -0.1849
Si  0.3154  1.3161  20.2044  0.0162  -0.0094  -0.1278
Si  4.6439  1.2809  -2.7691  -0.0327  -0.0006  0.1705
Si  4.3363  4.9069  20.6951  0.0334  -0.0005  -0.0783
Si  7.5098  3.9655  -7.918  -0.013  0.0617  0.0048
Si  4.1144  -2.997  19.6669  -0.016  0.0061  -0.098
Si  4.3249  1.6313  16.997  0.0052  0.0108  -0.2277
Si  2.5308  -2.8847  -1.9399  -0.0055  0.009  0.1895
Si  3.0234  -1.9553  -7.7182  -0.0058  -0.0594  0.0204
Si  6.9552  3.2864  -2.8107  0.0116  0.0026  0.1775
Si  -0.0492  1.2009  -5.2917  -0.0064  0.0423  0.1039
Si  0.2618  -5.1028  -1.9449  -0.0153  0.0005  0.1759
Si  7.0619  -2.8377  19.9696  0.0329  -0.0416  -0.1238
Si  6.0142  -1.5314  -7.3847  -0.012  -0.0566  0.0334
Si  3.2458  2.4843  -7.7187  0.006  0.0675  0.0286
Si  -1.0925  3.9591  -6.1762  0.0161  0.0346  0.0554
Si  0.2005  -0.5358  17.7213  0.0361  0.0013  -0.1695
Si  2.6508  2.7097  -4.7766  0.0164  0.0132  0.0943
Si  -2.0106  -2.5926  17.7078  0.0268  -0.0474  -0.1742
Si  6.587  3.8671  16.922  -0.0058  0.0032  -0.2058
Si  7.1423  4.9197  19.8364  -0.0009  -0.0251  -0.1094
Si  1.3703  -1.375  5.4505  -0.0095  -0.0019  0.0206
Si  4.0876  1.3618  5.4184  -0.0112  0.0009  0.014
Si  1.3648  -6.7862  5.4454  0.0028  0.0009  0.0143
Si  4.067  -4.0849  5.4401  -0.0056  0.0025  0.0152
Si  6.8023  -1.338  5.4527  0.003  -0.002  0.0243
Si  9.4844  1.3716  5.4436  0.0079  -0.0017  0.0266
Si  6.7955  4.062  5.437  -0.0077  -0.0026  0.0237
Si  9.5394  6.7772  5.4367  0.0104  0.0097  0.0146
Si  2.7354  -0.0085  6.7891  -0.0184  0.0049  0.018
Si  5.4414  2.7091  6.7902  -0.0016  0.0149  0.0045
Si  2.7104  -5.4274  6.815  0.0089  -0.0056  0.0018
Si  5.4309  -2.7147  6.7999  0.0089  -0.0127  0.0162
Si  8.1497  0.0149  6.8236  0.0082  -0.0096  0.0006
Si  -0.0089  2.7249  6.7984  0.0091  -0.0128  0.0166
Si  8.1637  5.4256  6.7909  -0.0094  0.0034  0.0184
Si  0.0035  -2.7296  6.7935  0.0078  0.0079  0.0184
Si  1.355  1.336  8.1439  -0.0001  0.0103  -0.017
Si  4.0905  4.0742  8.1425  -0.0052  -0.0055  -0.0107
Si  1.3505  -4.0658  8.1637  -0.0014  -0.0045  -0.0067
Si  4.0782  -1.355  8.178  0.0027  -0.0037  -0.0203
Si  6.7867  1.374  8.1717  -0.0078  -0.0103  -0.0097
Si  -1.3649  4.0855  8.1741  0.0068  0.0043  -0.021
Si  6.8049  -4.0853  8.15  -0.0051  0.0128  -0.0197
Si  9.5258  -1.3649  8.1494  -0.0124  0.0094  -0.0057
Si  -0.0067  -0.0157  9.5298  0.0022  -0.0059  -0.0193
Si  2.7351  2.6955  9.4794  -0.0046  0.0108  -0.0218
Si  -0.009  -5.4105  9.5216  0.007  0.001  -0.0233
Si  2.6972  -2.7131  9.5284  0.009  -0.0053  -0.0108
Si  5.4462  0.0112  9.5329  0.0107  -0.0057  -0.0099
Si  8.147  2.725  9.5323  0.0051  -0.0122  -0.0105
Si  5.4482  5.4273  9.516  -0.0107  -0.0065  -0.0112
Si  8.1664  -2.7185  9.5086  -0.0069  0.0073  -0.0233
O  3.9053  -3.4614  -1.3143  0.0107  0.039  -0.1102
O  -0.9457  2.3869  -5.9041  -0.0091  -0.0191  -0.0308
O  8.138  -2.7151  -0.3956  -0.0205  -0.0011  -0.0945
O  -1.109  -3.7382  18.3949  -0.0058  0.0024  0.0805
O  -0.0598  4.5182  21.7643  0.0184  -0.0023  0.0385
O  2.6034  2.7788  -0.3868  0.0061  -0.0167  -0.0771
O  -0.3375  -5.308  16.4512  -0.0281  0.0063  0.1567
O  7.4211  4.0201  -1.4357  0.0342  -0.0156  -0.124
O  0.659  0.1708  16.3388  0.0328  -0.0128  0.1305
O  6.6883  4.5855  -6.6525  -0.0071  -0.0028  -0.0427
O  -2.0863  4.6481  -5.1083  0.0376  0.0006  -0.0057
O  3.2343  3.1082  -6.2292  0.0154  -0.0005  -0.0612
O  4.8346  0.256  16.3136  -0.0546  0.0048  0.117
O  2.6991  -2.4718  -3.4869  0.0032  0.0189  -0.1433
O  1.3976  4.0124  15.3785  -0.012  -0.004  0.075
O  -1.3708  1.4516  15.3634  0.0011  -0.0098  0.06
O  6.4767  4.3183  -3.9572  -0.0212  0.0544  -0.0928
O  5.942  5.1768  16.2326  0.0345  -0.0018  0.112
O  1.8176  1.8377  20.0005  0.0037  0.0171  0.0295
O  6.7058  -1.339  15.3914  0.0092  -0.0021  0.0946
O  2.1509  -2.4628  16.0337  -0.0312  0.0322  0.1762
O  5.5377  -2.3352  20.0042  0.0111  0.0334  0.0353
O  7.8214  -2.0421  18.7937  -0.0637  0.0307  0.0869
O  8.0749  2.3277  -3.4751  0.0046  -0.0129  -0.0958
O  1.4059  1.7103  -4.8677  -0.0233  -0.0373  -0.0187
O  -0.1132  4.8533  19.0779  0.007  -0.069  0.0849
O  7.1038  -4.3857  19.5487  -0.0048  0.0214  0.0221
O  4.1686  1.6021  21.1625  0.0313  -0.0284  0.0323
O  3.0457  2.1926  16.1969  0.0179  -0.056  0.1136
O  4.5827  1.5943  -7.8265  0.0092  -0.0214  0.0217
O  2.8333  -2.2354  -6.1415  -0.0049  0.043  -0.0548
O  6.0947  -1.9482  -5.8443  0.0141  0.0497  -0.05
O  0.1803  0.1111  -6.4678  -0.0109  -0.0456  -0.0264
O  1.4443  -4.0434  -1.7279  -0.0013  -0.0037  -0.062
O  -1.0936  -4.5108  -1.3123  0.0068  -0.0357  -0.1065
O  1.8716  -0.9528  -8.2101  -0.0123  0.0125  -0.0039
O  -2.6529  -3.186  16.3476  0.0117  -0.0302  0.1359
O  7.1103  2.4179  -8.028  0.0013  -0.034  0.0146
O  3.6746  -2.749  18.1396  0.0521  -0.0087  0.0766
O  3.9081  0.8525  -1.4008  0.0249  -0.0304  -0.1269
O  6.3628  -2.4437  -3.3191  0.0152  -0.0548  -0.0619
O  -1.7759  4.132  -7.635  -0.0034  -0.0037  -0.032
O  -1.1208  -1.3341  17.2687  -0.0288  0.0065  0.043
O  6.7466  -2.6819  -8.2567  -0.0004  -0.0082  0.028
O  5.91  4.5373  20.8076  -0.0257  -0.0073  0.0531
O  5.73  2.3754  -2.3157  -0.0014  0.0086  -0.0294
O  5.3469  -0.0311  -3.3853  0.0033  -0.011  -0.0737
O  1.8993  1.6159  -7.8718  -0.0122  0.0033  -0.0214
O  2.0254  -1.5939  -1.1417  0.0586  -0.0152  -0.0952
O  0.2406  0.5037  21.5905  -0.0086  -0.033  0.062
O  4.1421  -4.5861  19.9086  -0.0134  -0.0291  0.015
O  -0.1381  0.4496  18.9291  -0.0317  0.0509  0.0979
O  6.6818  -0.0687  -7.5192  0.0191  0.0292  0.0246
O  4.0825  -4.088  15.3206  0.0076  0.0167  0.0862
O  0.3549  4.6566  -6.0016  -0.0349  -0.0193  -0.0563
O  -1.607  1.4118  -1.4613  -0.0023  0.0019  -0.1795
O  5.5134  2.6889  16.8531  -0.0009  -0.0108  0.0674
O  7.9423  -0.3152  -2.9993  0.0292  -0.0367  -0.073
O  2.1616  4.0836  -4.0881  0.0157  -0.0119  -0.019
O  3.0108  -2.2661  20.5877  -0.0332  0.0181  0.0512
O  -0.7871  0.6618  -3.9633  0.0665  -0.0297  -0.0918
O  4.5371  -3.7708  -4.7903  0.0193  -0.0259  -0.0405
O  0.0759  -5.3502  -3.5204  -0.016  -0.0236  -0.1421
O  0.1019  -0.0645  -0.3351  0.0079  0.018  -0.0869
O  1.4605  -4.1742  17.9838  0.0316  -0.0174  0.0931
O  1.9866  -4.4136  -5.1198  0.0187  0.0202  -0.0475
O  7.7308  -2.6016  21.404  0.0056  0.0147  0.0674
O  1.3251  -1.5425  18.2757  0.0105  -0.01  0.0819
O  7.0936  -4.2518  -5.0414  0.0244  -0.0004  -0.0335
O  -2.35  4.5253  20.5199  -0.0064  -0.0073  0.0559
O  6.9966  4.1591  18.4324  0.0291  0.0152  0.1388
O  7.9006  3.3723  16.1375  -0.0197  0.0576  0.0969
O  3.587  3.7553  19.8452  -0.0243  0.0473  0.0287
O  3.7369  1.9538  -3.8887  -0.0387  0.0251  -0.0986
O  5.4713  -5.3794  -0.481  0.006  0.0021  -0.0798
O  -0.7014  2.5508  20.2302  -0.023  -0.0001  0.026
O  3.9443  1.4352  18.5456  -0.0048  -0.0121  0.1574
O  6.2674  -0.9995  -1.1215  -0.0315  0.0236  -0.164
O  0.6913  4.4129  -1.1993  -0.0542  0.0108  -0.1016
O  4.4987  -1.3469  -7.9073  0.0129  0.026  -0.0139

Results
free energy: -127506.423 eV
free energy less fixed offsets of O -570.45, Si -639.56 eV per atom: -6.743 eV

The program warned: the cutoff lies below the one the program advises for these potential files; the forces do not sum to zero within the program's tolerance; empty levels may hold ghost states of the PAW files; the exchange-correlation potential is rough where the density is thin.
